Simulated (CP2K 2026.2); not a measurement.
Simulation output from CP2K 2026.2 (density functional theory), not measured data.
Periodic cell of 507 atoms, Si360O147, from a study of silicon, its oxide and their interface. The atomic structure is a simulated model.
Doubt: the forces sum to 3.83 eV/angstrom along one axis rather than to zero, so they err by at least 0.0076 eV/angstrom per atom on average; the grid cutoff is modest.

Settings: functional PBE; method Gaussian and plane waves; basis set DZVP-MOLOPT-SR-GTH; pseudopotentials GTH-PBE; grid cutoff 300 Ry, relative cutoff 40 Ry; k points Gamma only; occupations fixed; spin none; net charge 0.

Cell vectors (angstrom)
a	16.32	0	0
b	0	16.32	0
c	-7.4317	1.9852	33.7494

Atoms and the computed forces on them: element, x, y, z (angstrom), force x, y, z (eV/angstrom)
Si	-1.305	-1.854	-0.527	0.012	-0.199	-0.086
Si	2.21	2.019	-0.085	0.415	0.284	0.509
Si	-0.222	2.788	-1.471	-0.066	-0.025	-0.179
Si	2.51	-4.252	-4.723	0.478	0.158	0.136
Si	-0.212	-4.667	-0.606	0.028	-0.237	0.648
Si	-0.883	0.047	-2.951	-0.014	-0.016	0.132
Si	3.803	-0.289	-1.031	0.113	-0.04	0.11
Si	-8.58	-0.266	-3.003	-0.12	-0.122	-0.001
Si	-10.495	6.82	-0.611	-0.043	0.052	0.05
Si	4.642	5.751	-5.04	-0.057	-0.019	0.02
Si	3.214	8.577	-0.49	-0.277	-0.318	0.433
Si	-9.995	-5.692	-6.233	0.137	0.007	0.071
Si	-7.905	-2.689	-1.045	0.052	0.219	0.599
Si	-4.46	2.623	-1.34	0.057	0.059	0.007
Si	-6.202	5.745	-4.033	-0.003	-0.047	-0.02
Si	-3.508	-7.973	-0.603	0.408	0.166	0.385
Si	-0.26	7.737	-3.496	0.107	-0.021	0.043
Si	-10.109	-4.769	-1.859	-0.097	-0.086	0.012
Si	0.153	0.066	1.52	-0.026	-0.075	0.597
Si	3.222	3.178	1.62	-0.04	-0.001	-0.058
Si	0.139	5.583	-1.58	0.063	-0.028	0.045
Si	2.196	7.633	1.422	-0.027	0.007	0.049
Si	-0.491	-5.829	1.448	-0.014	0.011	-0.05
Si	2.804	-2.204	0.992	-0.45	-0.012	0.46
Si	5.167	-0.425	1.529	0.364	0.408	0.474
Si	-7.989	2.875	1.554	-0.266	-0.207	0.688
Si	4.866	4.948	1.579	-0.158	-0.134	0.541
Si	-8.588	8.514	1.398	-0.109	-0.035	0.558
Si	6.474	9.8	2.916	-0.037	0.045	-0.036
Si	-7.686	-2.283	1.326	0.032	-0.064	-0.067
Si	-6.171	-0.421	1.377	0.086	-0.185	0.533
Si	-2.409	2.45	0.856	0.094	-0.444	0.428
Si	-6.218	5.53	1.207	-0.365	0.468	0.254
Si	-2.257	8.755	1.393	0.046	0.027	0.041
Si	-4.994	-4.961	1.539	0.018	0.109	0.055
Si	-3.255	-3.15	1.422	-0.171	-0.325	0.507
Si	-1.396	1.324	2.669	-0.031	0.044	-0.063
Si	1.403	4.159	2.77	0.019	-0.013	-0.038
Si	-1.292	6.976	2.7	-0.014	0.021	-0.068
Si	1.306	9.461	2.655	-0.009	0	-0.068
Si	-1.526	-4.162	2.751	-0.033	0.054	-0.086
Si	1.373	-1.473	2.707	0.089	-0.04	-0.08
Si	4.118	1.326	2.78	-0.001	-0.015	-0.02
Si	6.667	4.002	2.759	-0.024	0.015	-0.014
Si	3.923	6.737	2.799	0.029	-0.004	-0.067
Si	4.111	-4.844	0.555	0.319	0.038	0.553
Si	4.796	11.537	2.773	-0.048	-0.042	0.059
Si	-9.356	-1.364	2.692	-0.041	0.019	0.042
Si	-6.802	1.324	2.844	0.03	0.059	-0.019
Si	-3.863	4.305	2.759	-0.06	-0.37	0.777
Si	-7.208	7.046	2.66	0.057	0.028	-0.003
Si	-3.989	-6.683	2.79	0.068	-0.031	-0.018
Si	-6.76	-3.975	2.726	-0.042	-0.059	-0.081
Si	-4.26	-1.355	2.565	-0.024	0.056	-0.07
Si	-2.786	-0.06	3.949	-0.007	-0.038	0.028
Si	-0.047	2.755	3.999	0.007	-0.011	0.042
Si	-2.593	5.607	4.155	-0.002	0.017	-0.012
Si	0.01	8.236	4.182	0.032	-0.026	-0.006
Si	-2.75	-5.416	4.286	-0.009	-0.006	-0.03
Si	-0.035	-2.819	3.998	0.006	-0.033	0.009
Si	2.702	-0.053	4.061	-0.012	-0.012	0.046
Si	5.458	2.62	4.201	-0.013	-0.006	0
Si	2.67	5.433	4.271	-0.041	0.02	0.015
Si	5.36	8.108	4.116	0.044	-0.038	0.016
Si	2.822	10.767	3.949	0.02	0.096	-0.051
Si	5.597	-2.848	3.97	-0.089	0.023	-0.047
Si	-8.184	0.025	4.2	-0.006	0.005	-0.066
Si	-5.281	2.733	3.978	0.016	0.087	-0.044
Si	-8.266	5.451	4.045	-0.005	-0.033	0.008
Si	-5.49	8.178	3.929	-0.02	-0.038	0.003
Si	-8.131	-5.394	4.079	0.004	-0.012	0.037
Si	-5.477	-2.637	4.146	-0.049	0.01	0.02
Si	-1.386	-1.399	5.338	-0.001	0.039	0.031
Si	1.317	1.35	5.378	-0.017	0	-0.029
Si	-1.311	4.125	5.448	0.001	-0.036	0.002
Si	1.321	6.834	5.552	0.011	0.016	0.008
Si	-1.346	9.549	5.556	-0.005	-0.006	0.01
Si	1.421	12.171	5.316	0.022	0.016	-0.011
Si	4.142	-1.451	5.32	0.01	-0.042	0.003
Si	6.807	1.34	5.571	0.025	0	0.041
Si	4.078	4.029	5.507	-0.004	0	-0.01
Si	6.749	6.768	5.462	-0.031	0.017	0.041
Si	4.016	9.446	5.488	0.045	0.012	-0.009
Si	6.874	12.252	5.498	0.001	-0.031	0.019
Si	-6.811	-1.325	5.528	0.004	0.002	0.003
Si	-4.032	1.346	5.4	0.005	0.03	-0.026
Si	-6.76	4.09	5.313	0.022	-0.036	-0.005
Si	-4.119	6.875	5.394	0	0.013	0.005
Si	-6.771	-6.794	5.384	-0.008	0.01	0.034
Si	-4.13	-4.015	5.518	0	0.01	0
Si	-0.039	-0.02	6.726	0.005	-0.007	-0.008
Si	2.683	2.671	6.8	-0.024	-0.004	-0.004
Si	-0.003	5.438	6.869	-0.002	0.012	0.023
Si	2.698	8.152	6.901	-0.013	-0.034	0.032
Si	0.07	10.905	6.81	0.028	-0.014	0.011
Si	2.743	-2.759	6.711	-0.009	0.014	-0.019
Si	5.42	-0.08	6.795	-0.035	-0.022	0.018
Si	8.223	2.756	6.784	0.031	0.031	-0.008
Si	5.427	5.415	6.846	0.006	0.002	0.002
Si	8.157	8.164	6.753	0.003	0.005	-0.027
Si	5.443	10.854	6.771	-0.036	0.015	-0.049
Si	8.176	-2.71	6.873	0.035	0.021	0.044
Si	-5.411	0.046	6.811	0.003	-0.007	0.016
Si	-2.693	2.724	6.763	0.002	0.006	-0.002
Si	-5.445	5.45	6.738	0.011	-0.007	-0.029
Si	-2.756	8.178	6.823	-0.03	-0.012	0.007
Si	-5.468	-5.436	6.815	-0.025	-0.001	0.001
Si	-2.708	-2.689	6.81	0.014	0.007	-0.009
Si	-1.339	1.348	13.599	0.015	-0.008	0.003
Si	1.37	4.077	13.581	-0.018	0.013	-0.013
Si	-1.338	6.806	13.573	-0.003	-0.015	-0.007
Si	1.369	9.531	13.6	-0.003	0.004	-0.004
Si	-1.362	-4.077	13.616	-0.01	0.022	0.001
Si	1.39	-1.35	13.621	0.015	-0.017	0.002
Si	4.079	1.352	13.6	-0.016	0.011	-0.003
Si	6.778	4.061	13.616	0.019	0.004	0.013
Si	4.078	6.786	13.603	-0.001	0.006	-0.005
Si	6.813	9.545	13.622	-0.005	-0.005	0
Si	4.087	-4.072	13.618	0	-0.009	-0.001
Si	6.785	-1.357	13.575	-0.016	0.006	0.004
Si	-6.822	1.328	13.59	0.02	-0.007	0.002
Si	-4.073	4.088	13.57	-0.003	0.002	-0.004
Si	-6.812	6.813	13.606	-0.009	0.009	0.001
Si	-4.078	9.526	13.574	0.014	-0.021	-0.008
Si	-6.802	-4.081	13.582	0.008	-0.014	0.003
Si	-4.1	-1.372	13.598	-0.011	0.026	-0.008
Si	-2.718	-0.019	14.93	0.004	-0.006	-0.002
Si	0.038	2.707	14.949	-0.002	0.008	0.004
Si	-2.691	5.438	14.914	-0.009	0.013	-0.003
Si	0.011	8.165	14.953	-0.003	-0.016	-0.005
Si	-2.735	-5.452	14.964	-0.015	-0.016	0
Si	0.024	-2.717	14.954	0.006	0.01	-0.006
Si	2.756	0.003	14.999	-0.009	0.01	-0.006
Si	5.415	2.694	14.993	-0.026	-0.003	-0.013
Si	2.72	5.421	14.972	-0.012	-0.005	0.008
Si	5.435	8.174	14.943	0.014	0.009	-0.009
Si	2.726	10.886	14.97	0.009	0.011	-0.01
Si	5.441	-2.69	14.966	-0.009	-0.013	-0.009
Si	-8.193	-0.03	14.971	0.006	0.006	-0.003
Si	-5.444	2.711	14.891	0.005	0.016	-0.019
Si	-8.19	5.451	14.945	0.004	-0.006	-0.007
Si	-5.444	8.194	14.939	0.012	-0.013	0.002
Si	-8.151	-5.399	14.989	0.006	-0.004	-0.004
Si	-5.473	-2.73	14.97	0.013	-0.009	-0.009
Si	-1.344	-1.361	16.293	-0.009	0.008	-0.009
Si	1.41	1.384	16.348	0.013	-0.029	-0.007
Si	-1.345	4.062	16.274	0.01	-0.008	0.001
Si	1.385	6.82	16.319	0.01	0.016	0.015
Si	-1.351	-6.801	16.321	-0.023	0.017	0.015
Si	1.375	-4.067	16.329	0.002	-0.008	-0.008
Si	4.107	-1.359	16.381	0.02	0.002	0.004
Si	-9.564	1.303	16.351	0.004	-0.003	0.001
Si	4.05	4.051	16.37	0.012	-0.023	0.013
Si	-9.55	6.818	16.309	-0.005	-0.025	-0.024
Si	4.111	9.546	16.32	-0.032	-0.011	-0.006
Si	-9.507	-4.001	16.342	-0.005	0.006	-0.02
Si	-6.872	-1.413	16.356	-0.035	-0.008	0.019
Si	-4.084	1.362	16.244	-0.013	0.026	-0.022
Si	-6.823	4.048	16.233	0.015	0.012	-0.03
Si	-4.055	6.814	16.234	-0.001	-0.014	-0.01
Si	-6.782	9.552	16.334	-0.006	0.024	0.016
Si	-4.113	-4.098	16.322	-0.011	0.007	0.001
Si	-0.009	0.043	17.637	-0.017	0.006	-0.026
Si	2.767	2.663	17.817	0.017	0.048	0.023
Si	0.021	5.415	17.623	-0.026	-0.004	0.007
Si	2.775	8.18	17.684	0.022	-0.028	-0.008
Si	0.031	-5.444	17.677	-0.017	0.007	-0.002
Si	2.704	-2.694	17.711	-0.008	-0.022	0.008
Si	5.487	-0.079	17.827	-0.01	-0.043	0.002
Si	-8.201	2.726	17.604	0.016	-0.007	0.011
Si	5.396	5.47	17.675	-0.029	0.046	0
Si	-8.165	8.176	17.636	-0.027	0.002	0.032
Si	5.453	10.964	17.651	0.011	0.022	-0.014
Si	-8.237	-2.703	17.867	0.013	0.04	-0.003
Si	-5.469	0.007	17.556	0.026	-0.017	-0.021
Si	-2.72	2.697	17.618	-0.01	-0.01	0.004
Si	-5.414	5.406	17.506	0.033	-0.046	-0.041
Si	-2.748	-8.16	17.647	-0.004	-0.009	-0.012
Si	-5.499	-5.374	17.764	0	-0.019	0.008
Si	-2.671	-2.779	17.614	0.021	0.004	0.018
Si	-1.352	1.387	19.016	0.026	0.014	-0.054
Si	1.355	4.106	19.062	0.037	-0.006	-0.013
Si	-1.391	6.74	18.943	-0.02	-0.035	0.017
Si	1.432	-6.771	19.026	0.01	0.042	-0.039
Si	-1.332	-4.114	19.055	-0.05	0.015	-0.026
Si	1.302	-1.301	19.01	0.014	0.006	0.003
Si	4.171	1.255	19.215	-0.033	0.056	0.079
Si	-9.539	4.104	18.963	0.028	-0.025	0.062
Si	4.099	6.837	19.104	-0.04	-0.015	-0.039
Si	-9.479	9.629	18.964	0.029	-0.002	0.058
Si	4.104	-4.025	19.058	0.002	0.013	0.028
Si	6.778	-1.369	19.411	0.024	0.034	0.072
Si	-6.863	1.325	18.906	0.013	-0.01	0.002
Si	-4.123	4.053	18.906	-0.004	0.075	-0.019
Si	-6.755	6.726	18.843	-0.045	0.051	0.019
Si	-4.095	-6.778	19.016	0.052	0.014	-0.009
Si	-6.903	-4.071	19.244	-0.025	-0.051	0.043
Si	-4.064	-1.363	18.815	0.023	0.039	-0.032
Si	-2.751	-0.043	20.222	0.022	-0.049	0.006
Si	-0.091	2.806	20.417	-0.044	-0.023	0.046
Si	-1.597	4.031	21.779	0.008	-0.065	-0.058
Si	0.058	8.071	20.196	-0.044	-0.082	0.067
Si	-2.698	-5.5	20.418	-0.004	-0.013	0.006
Si	0.004	-2.673	20.397	-0.024	-0.01	-0.005
Si	2.644	-0.1	20.518	-0.044	0.009	-0.03
Si	5.662	2.69	20.468	0.002	0.032	0.033
Si	2.743	5.434	20.454	0.027	0.014	0.04
Si	5.532	8.276	20.313	-0.052	-0.025	0.023
Si	2.768	-5.378	20.418	-0.004	-0.023	0.031
Si	5.271	-2.8	20.755	0.03	0.02	0.018
Si	-8.016	0.134	20.607	0.025	-0.043	0.08
Si	-5.502	2.674	20.198	0.005	0.019	-0.01
Si	-8.071	5.398	20.249	0.015	-0.033	-0.008
Si	-5.546	-8.158	20.215	0.049	-0.009	0.034
Si	-8.292	-5.501	20.67	0.044	0.016	-0.006
Si	-5.434	-2.538	20.279	-0.016	0.045	0.074
Si	-1.709	-1.61	21.64	0.188	0.181	-0.616
Si	1.538	1.661	21.654	-0.418	-0.325	0.047
Si	-2.791	5.381	20.277	-0.006	-0.022	0.045
Si	1.217	6.702	21.741	-0.244	-0.399	-0.37
Si	-1.135	-6.858	21.603	-0.445	-0.147	-0.247
Si	1.751	-3.613	21.651	0.016	0.018	0.009
Si	3.374	-1.859	21.985	-0.034	0.001	0.015
Si	-8.793	2.003	21.894	-0.017	0.039	0.053
Si	3.977	3.793	21.636	0.246	0.394	-0.643
Si	-8.924	7.26	21.357	0.02	0.11	-0.042
Si	4.481	-6.411	21.697	0.167	0.142	-0.418
Si	6.142	-4.671	22.002	-0.06	-0.054	0.048
Si	-6.075	-0.708	21.694	0.037	0.127	-0.653
Si	-4.376	1.05	21.453	0.029	0.007	0.027
Si	-7.137	3.68	21.579	-0.023	-0.037	0.06
Si	-4.262	6.747	21.49	0.168	0.005	-0.791
Si	-7.241	-7.409	21.672	0.035	0.029	0.067
Si	-3.957	-3.82	21.492	-0.062	-0.246	-0.666
Si	-5.831	-2.801	26.018	0.122	0.577	-0.495
Si	-7.194	1.421	-0.87	0.064	-0.207	0.134
Si	-2.455	6.752	-5.437	0.024	-0.181	-0.009
Si	2.797	0.852	-5.926	0.105	-0.159	-0.069
Si	-1.951	-8.424	23.084	0.647	-0.287	-0.173
Si	-2.903	-5.412	-2.155	-0.044	-0.093	-0.012
Si	-3.239	2.568	22.869	0.276	-0.288	-0.725
Si	-5.301	8.077	-5.738	-0.059	0.053	0.075
Si	-8.976	-6.826	-3.665	0.005	0.013	0.065
Si	-9.123	2.111	24.297	0.313	-0.044	-0.679
Si	1.851	3.695	26.027	-0.023	-0.179	-0.096
Si	2.084	6.002	-3.566	0.122	0.029	0.076
Si	-5.379	-0.956	24.651	-0.102	-0.676	0.352
Si	-2.516	7.513	25.864	-0.099	0.043	0.07
Si	-2.465	-3.762	-4.662	0.003	0.144	-0.056
Si	-6.611	-7.386	23.972	-0.257	-0.083	-0.659
Si	-6.067	-6.38	0.019	0.286	0.366	0.348
Si	4.809	-0.679	-3.925	0.016	0.111	0.037
Si	0.566	-0.85	-7.33	-0.111	0.114	-0.034
Si	-0.593	5.842	23.014	-0.079	0.033	-0.027
Si	1.496	1.5	23.961	-0.096	0.072	-0.593
Si	2.797	-4.899	25.36	-0.228	0.575	0.258
Si	-4.689	5.741	-1.405	0	-0.152	0.032
Si	-10.571	-0.111	25.523	-0.119	-0.042	-0.008
Si	-4.656	-5.024	24.143	-0.021	0.076	-0.009
Si	4.766	-3.683	-4.518	-0.562	-0.177	0.042
Si	-10.71	4.733	24.173	-0.018	0.449	0.26
Si	-5.407	6.396	25.436	0.098	0.059	-0.018
Si	3.529	7.766	23.465	0.194	0.052	0.001
Si	-2.321	-1.207	24.473	0.134	0.1	-0.162
Si	-9.283	-7.284	25.335	0.047	-0.024	-0.127
Si	-9.072	6.387	-3.386	-0.034	0.088	-0.023
Si	-10.054	6.708	23.253	0.498	-0.32	-0.332
Si	2.503	3.805	-5.389	0.146	0.036	-0.088
Si	0.472	5.948	1.513	0.289	0.153	0.562
Si	-3.455	1.279	-4.053	-0.093	0.021	0.026
Si	0.705	-4.897	23.266	0.188	0.292	-0.307
Si	-10.574	-4.639	24.402	0.219	-0.054	-0.623
Si	-0.578	0.645	26.103	0.064	0.036	0.019
Si	-0.677	5.282	25.3	0.206	0.245	-0.601
Si	3.148	-1.09	24.294	0.062	-0.324	-0.59
Si	-1.945	-4.246	24.868	0.08	-0.041	-0.067
Si	-4.291	-1.391	-5.448	0.105	-0.024	0.077
Si	-9.002	-2.462	26.16	0.036	-0.027	0.046
Si	1.431	-6.301	-2.572	-0.004	-0.017	0.028
Si	-5.641	-4.382	-2.005	-0.039	0.03	0.089
Si	-2.462	2.776	25.664	0.036	-0.176	0.033
Si	-6.267	-5.517	-4.65	-0.085	-0.152	-0.046
Si	0.161	-2.171	-4.651	-0.063	-0.005	-0.03
Si	-3.919	4.179	-5.203	-0.02	0.011	0.122
Si	1.806	-3.041	26.32	0.22	-0.486	-0.368
Si	-7.217	-0.819	-5.776	-0.05	0.112	-0.083
Si	4.155	5.792	25.669	0.191	-0.175	-0.616
Si	-5.693	4.553	23.199	-0.586	-0.319	-0.3
Si	-1.353	1.35	8.135	0.007	0.015	-0.009
Si	1.369	4.06	8.18	0.007	0.001	0.016
Si	-1.403	6.795	8.179	0.009	0.025	0.012
Si	1.358	9.538	8.219	0.004	0.012	0.016
Si	-1.326	-4.056	8.145	-0.008	-0.021	0.002
Si	1.362	-1.381	8.074	-0.003	0.001	0.002
Si	4.059	1.308	8.138	0.013	-0.017	-0.004
Si	6.833	4.079	8.164	-0.02	-0.012	-0.004
Si	4.08	6.779	8.205	-0.004	-0.012	0.01
Si	6.801	9.507	8.144	0.013	-0.017	-0.003
Si	4.081	-4.099	8.13	-0.015	0.014	-0.002
Si	6.79	-1.37	8.195	-0.003	0.011	0.022
Si	-6.774	1.39	8.17	-0.011	0.007	0.016
Si	-4.084	4.081	8.113	-0.014	-0.004	0.002
Si	-6.805	6.8	8.124	0.005	0.008	-0.013
Si	-4.092	-6.778	8.177	0.015	0.028	0.01
Si	-6.8	-4.09	8.198	0	-0.015	0.01
Si	-4.061	-1.329	8.168	-0.012	-0.013	0.007
Si	-2.705	0.014	9.53	-0.01	0.015	0.008
Si	0.001	2.7	9.514	-0.004	-0.012	0.011
Si	-2.745	5.424	9.52	-0.005	-0.011	0.002
Si	-0.023	8.161	9.529	-0.002	0	-0.001
Si	-2.701	-5.421	9.505	0.004	-0.015	-0.002
Si	0.023	-2.705	9.506	-0.011	0.003	-0.001
Si	2.698	-0.035	9.492	-0.002	0.009	0.008
Si	5.444	2.692	9.481	0.013	0.007	-0.016
Si	2.723	5.417	9.544	0.003	0	0.003
Si	5.451	8.155	9.531	-0.004	-0.004	0.005
Si	2.736	-5.427	9.545	0.001	-0.024	0.01
Si	5.424	-2.741	9.52	0.01	0.007	0.007
Si	-8.157	0.016	9.511	0.011	-0.003	-0.006
Si	-5.424	2.741	9.527	0.01	0.004	0.001
Si	-8.151	5.453	9.525	0	-0.001	0
Si	-5.452	8.158	9.506	-0.002	0.012	-0.002
Si	-8.176	-5.452	9.526	-0.003	0.02	0.012
Si	-5.422	-2.713	9.515	0.004	0	-0.003
Si	-1.344	-1.358	10.881	0.013	0.012	0.006
Si	1.362	1.339	10.868	-0.006	0.009	-0.001
Si	-1.361	4.067	10.865	-0.007	-0.007	0
Si	1.359	6.8	10.873	-0.013	-0.012	-0.007
Si	-1.364	9.533	10.884	-0.005	-0.008	-0.003
Si	1.366	-4.064	10.89	0.005	0.019	0.01
Si	4.067	-1.371	10.867	-0.008	-0.012	0.001
Si	6.796	1.362	10.87	-0.008	-0.004	0.002
Si	4.097	4.052	10.871	-0.017	0.012	-0.003
Si	6.805	6.801	10.896	0.009	0.007	0.008
Si	4.093	9.519	10.895	0.017	0.007	0.009
Si	6.789	-4.089	10.882	-0.012	-0.015	0.006
Si	-6.801	-1.361	10.862	0.008	0	-0.005
Si	-4.072	1.366	10.885	0.003	0.005	0.013
Si	-6.801	4.087	10.888	0.013	0.004	0.017
Si	-4.094	6.8	10.871	-0.006	-0.008	-0.003
Si	-6.806	9.515	10.876	-0.004	-0.019	-0.004
Si	-4.062	-4.069	10.872	0.012	0.014	-0.001
Si	0.02	-0.01	12.246	0	0.009	0.006
Si	2.726	2.702	12.228	0.014	-0.015	-0.006
Si	0.006	5.433	12.22	0.004	0.012	-0.006
Si	2.719	8.155	12.243	-0.017	-0.015	-0.012
Si	0	10.89	12.245	-0.008	-0.016	-0.003
Si	2.729	-2.715	12.254	0	0.009	0.012
Si	5.429	0.001	12.218	0.005	0.008	-0.008
Si	8.147	2.716	12.242	-0.009	0.002	0.003
Si	5.438	5.423	12.24	-0.003	-0.021	-0.001
Si	8.157	8.175	12.252	0.012	0.009	0.006
Si	5.444	10.884	12.26	-0.001	0.004	0.009
Si	8.155	-2.72	12.225	-0.002	0.011	-0.006
Si	-5.446	-0.009	12.227	-0.01	-0.004	-0.005
Si	-2.704	2.714	12.241	0.003	0.014	0.013
Si	-5.449	5.456	12.242	0.01	0.014	0.004
Si	-2.722	8.159	12.225	0.003	0.007	-0.008
Si	-5.436	-5.433	12.217	0.005	-0.004	-0.014
Si	-2.714	-2.719	12.245	-0.014	-0.018	0
O	-2.682	-2.545	-0.014	-0.431	0.148	-0.292
O	-1.074	-3.096	-4.167	0.03	-0.047	0.599
O	-0.502	4.213	-2.213	-0.393	0.036	-0.72
O	0.554	4.645	26.12	-0.029	0.048	0.353
O	-9.719	6.294	-1.915	-0.041	-0.165	0.147
O	-1.24	2.681	-0.23	0.141	0.217	0.056
O	-3.618	-2.603	-4.59	-0.143	-0.31	0.37
O	4.236	-1.794	1.678	0.236	-0.4	0.684
O	-8.281	2.091	0.141	-0.584	-0.082	-0.148
O	-7.498	-6.919	0.568	0.019	0.106	-0.224
O	1.535	-2.983	-4.402	-0.068	0.295	0.108
O	3.54	-6.319	0.23	-0.109	-0.101	0.331
O	-7.598	-0.567	-4.238	0.355	-0.041	0.189
O	2.162	-5.545	-3.795	0.401	-0.38	-0.029
O	-2.839	5.32	-4.742	0.217	0.013	0.188
O	-6.391	0.171	-0.173	0.023	-0.167	-0.514
O	-3.742	2.018	-0.001	-0.094	-0.659	0.098
O	-6.967	4.095	1.205	0.136	-0.087	-0.257
O	-5.901	5.849	-0.342	-0.426	0.454	-0.39
O	2.298	-4.67	-6.277	0.263	0.026	-0.184
O	-3.493	6.772	-1.022	0.464	-0.346	0.176
O	2.897	-3.747	0.476	-0.514	-0.287	-0.412
O	-2.812	3.833	1.597	0.402	0.123	0.163
O	-4.799	5.364	1.97	0.276	0.696	0.211
O	-10.314	-6.068	25.129	-0.497	0.002	0.008
O	2.801	2.706	21.834	-0.022	-0.006	0.095
O	0.171	1.019	24.729	-0.328	-0.385	-0.021
O	-1.59	-0.547	25.746	-0.059	-0.509	0.33
O	0.098	-6.056	22.328	0.082	0.11	-0.182
O	4.015	-7.015	23.193	0.087	0.244	0.529
O	4.55	4.056	23.132	-0.363	0.065	0.201
O	-5.343	5.886	22.343	-0.533	0.106	-0.148
O	-2.782	-2.803	22.009	0.155	0.029	0.411
O	-0.021	5.517	0.012	-0.044	0.055	-0.235
O	-1.858	4.187	25.239	-0.157	0.189	-0.328
O	-10.71	-6.631	-7.329	-0.285	-0.414	0.21
O	-5.31	-4.185	25.35	-0.098	-0.307	0.374
O	-2.024	-7.881	24.632	0.215	0.557	0.21
O	-10.813	-4.383	-5.779	0.047	0.189	-0.205
O	-6.269	-1.101	23.286	-0.366	-0.101	0.237
O	-3.483	7.633	22.608	-0.333	0.367	0.026
O	5.155	-0.193	-0.105	0.637	0.227	-0.233
O	-3.81	6.676	25.33	0.124	-0.295	-0.284
O	3.768	0.116	-4.866	0.139	-0.124	0.096
O	-3.456	2.653	-4.915	0.231	-0.034	-0.349
O	-5.407	4.426	-4.571	-0.459	-0.285	-0.208
O	2.091	7.654	22.761	-0.324	0.501	0.219
O	2.717	0.472	24.272	0.326	0.127	0.277
O	-0.161	-3.025	-0.557	0.605	0.233	0.383
O	-0.541	-4.264	24.089	0.085	0.167	0.13
O	1.196	0.993	0.676	0.111	0.007	0.1
O	-9.463	7.597	0.369	0.054	0.048	-0.055
O	5.279	5.463	0.078	-0.09	-0.418	-0.284
O	-1.987	0.619	-3.974	0.199	-0.16	-0.373
O	-6.355	-3.019	-1.497	0.346	0.435	-0.194
O	-0.089	-1.858	-6.231	-0.306	-0.209	-0.055
O	2.37	2.228	-5.223	-0.345	-0.045	0.452
O	-8.764	-3.996	-1.453	0.42	-0.037	0.295
O	4.558	-1.115	25.098	0.074	-0.597	0.289
O	-1.559	-5.001	-1.414	-0.25	0.177	-0.219
O	-9.679	-6.282	-2.3	0.022	-0.412	0.399
O	1.899	2.956	24.585	0.318	0.476	-0.311
O	-10.358	1.065	24.447	-0.541	0.085	-0.247
O	0.22	-0.793	-3.793	0.264	0.434	0.137
O	2.711	-1.277	-0.341	-0.515	-0.159	-0.612
O	-6.283	7.542	24.721	-0.074	-0.248	0.316
O	-5.844	-1.671	-5.81	-0.121	-0.553	-0.184
O	-10.334	-0.059	-7.156	0.152	0.132	0.628
O	-5.442	-6.887	-4.866	0.074	-0.211	0.371
O	-6.063	2.51	-1.249	-0.225	0.46	-0.28
O	-3.052	-5.214	24.22	0.112	-0.216	-0.335
O	-4.316	0.071	-4.721	-0.311	0.183	0.123
O	3.102	4.683	26.203	0.239	0.158	0.194
O	-6.298	-4.701	-6.043	0.528	0.355	0.315
O	5.444	-4.129	-3.116	-0.171	0.1	0.006
O	4.114	-0.882	-2.48	-0.32	-0.293	-0.175
O	-4.12	4.212	-1.516	0.503	-0.012	-0.277
O	-8.624	7.933	-3.56	0.233	0.077	-0.198
O	-3.958	1.711	-2.579	-0.007	-0.157	0.022
O	-1.415	-0.98	23.134	0.541	0.161	0.15
O	-2.291	-4.387	-6.142	-0.181	-0.152	0.137
O	-3.779	7.618	-5.659	0.109	0.418	-0.15
O	4.141	-4.357	24.587	-0.291	0.355	-0.515
O	-5.829	0.372	25.458	0.361	0.285	0.014
O	1.049	-5.18	-1.477	0.368	0.396	0.2
O	-10.188	5.886	-4.45	0.177	-0.091	-0.086
O	-2.52	-2.752	24.843	-0.29	0.039	0.151
O	2.397	-7.406	-1.866	0.118	-0.236	-0.414
O	-4.93	-4.282	22.731	-0.38	0.11	0.146
O	-5.932	5.025	24.737	-0.133	-0.405	0.435
O	-0.268	1.384	-2.274	0.336	0.021	0.089
O	-5.067	-7.647	-0.209	-0.187	-0.242	0.307
O	1.755	4.546	-4.18	-0.56	-0.253	0.205
O	-8.534	-1.494	-1.944	-0.361	0.113	-0.167
O	2.019	-1.872	25.19	-0.497	0.031	0.066
O	5.25	-4.628	-0.575	0.242	0.092	0.007
O	-9.21	-0.991	25.508	0.442	0.243	-0.321
O	-6.408	-5.676	-1.405	-0.424	-0.407	-0.353
O	4.681	6.88	22.723	-0.068	-0.283	-0.47
O	-4.1	-4.505	-1.525	0.05	0.11	0.328
O	3.6	6.423	-3.974	0.118	0.284	0.388
O	4.084	4.23	-5.293	0.224	-0.565	-0.323
O	-5.72	-7.994	-7.275	-0.223	-0.33	-0.19
O	1.42	0.155	-6.393	-0.412	0.454	0.308
O	1.757	-5.574	24.304	-0.11	-0.281	0.038
O	-5.29	-6.487	24.146	0.214	-0.074	-0.157
O	-3.83	-0.679	24.227	0.037	0.451	-0.351
O	1.719	5.831	-1.987	0.281	0.166	0.42
O	4.61	6.393	-6.543	0.013	0.809	-0.223
O	-8.01	1.009	-2.195	-0.135	0.445	-0.248
O	3.163	1.189	-1.105	-0.064	0.389	-0.326
O	-8.628	-5.18	-6.946	-0.091	-0.09	0.131
O	-5.316	6.268	-2.793	0.293	0.527	-0.006
O	-1.74	6.58	-6.879	0.225	-0.322	0.137
O	-7.741	5.473	-3.584	-0.007	-0.276	-0.122
O	1.299	2.997	-0.979	0.322	0.839	-0.391
O	-0.64	6.876	-2.171	-0.236	0.014	0.379
O	-9.939	-6.652	-4.941	-0.592	-0.214	-0.129
O	-9.642	3.607	24.678	0.234	0.356	0.234
O	-7.857	-6.741	24.79	0.009	0.569	0.127
O	4.579	7.808	-0.94	0.001	0.171	-0.369
O	-10.068	0.007	-3.608	-0.089	0.274	-0.033
O	1.072	7.106	-4.179	0.229	0.162	-0.365
O	-7.443	-2.847	26.252	-0.048	-0.099	0.263
O	-5.628	-4.486	-3.605	-0.036	0.61	-0.195
O	-0.837	-0.727	0.506	-0.282	0.304	0.226
O	-1.275	6.512	26.181	0.353	0.218	0.556
O	-8.386	-1.692	-6.498	0.024	-0.454	0.297
O	3.448	7.114	24.955	-0.237	0.163	0.298
O	3.616	1.092	-7.289	-0.428	0.524	-0.272
O	-6.241	6.896	-5.166	-0.387	-0.02	-0.172
O	-4.38	3.629	23.311	-0.278	0.208	0.237
O	-2.795	-5.031	-3.718	-0.256	-0.264	-0.135
O	-7.7	-5.92	-4.036	-0.185	0.067	-0.076
O	-3.983	4.41	-6.793	0.367	0.313	-0.011
O	1.751	4.306	-6.731	-0.354	0.34	-0.1
O	-7.049	0.597	-6.551	-0.122	0.247	0.056
O	-9.737	-3.538	25.227	0.181	0.134	-0.275
O	-2.686	1.947	24.282	-0.004	-0.346	0.144
O	-1.49	7.641	-4.507	-0.008	0.191	0.005
O	-3.153	-6.996	-1.879	0.331	-0.246	-0.505
O	0.088	-7.051	-3.102	-0.449	0.222	-0.1
O	-1.525	-1.031	-1.909	-0.258	0.001	0.004
O	-3.43	-1.36	-6.82	0.275	0.244	0.006
O	5.05	-2.093	-4.654	-0.015	0.05	-0.63
O	-9.777	7.77	24.462	0.117	-0.009	0.382
O	-7.97	1.807	25.428	0.109	0.023	0.235

Results
total energy: -102964.651 eV
total energy less fixed offsets of O -438.25, Si -107.07 eV per atom: 3.299 eV
